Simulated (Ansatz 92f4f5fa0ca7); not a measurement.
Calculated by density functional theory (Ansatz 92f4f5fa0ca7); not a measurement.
Periodic cell of 207 atoms, Si128O79, from a study of silicon, its oxide and their interface. The atomic structure is a simulated model.
Doubt: the cutoff is far below the 930 eV that the study's wrapper takes by default for these files, so forces and energies are approximate.
This geometry differs little from another in the collection (a relaxation step or a small displacement).

Settings: functional PBE; potential files Ansatz PAW; basis plane waves; wave-function cutoff 580 eV; density cutoff ratio 5; exchange-correlation grid ratio 1; k mesh 1 x 1 x 1, Gamma-centred; self-consistency stop 5e-08 eV per atom in the density residual; occupations fixed; spin none; net charge 0.

Cell vectors (angstrom)
a	10.938	0	0
b	0	10.938	0
c	-2.9219	2.0604	30.2286

Atoms: element, x, y, z (angstrom)
Si	3.4935	7.0321	24.2052
Si	0.5569	9.6479	24.3062
Si	4.527	13.5627	24.1353
Si	1.7268	5.3392	24.0616
Si	-3.8644	10.8947	24.2699
Si	-2.0071	12.4415	24.1826
Si	6.2474	15.2745	24.2572
Si	-1.1438	7.9118	24.3393
Si	-0.255	11.5344	25.4682
Si	2.6463	14.4443	25.3113
Si	-0.0652	6.1683	25.4453
Si	2.4923	8.8157	25.4039
Si	5.3229	11.782	25.5062
Si	8.0362	14.2896	25.4097
Si	5.2246	17.0188	25.5097
Si	-2.9537	8.9846	25.4064
Si	-1.6126	10.2649	26.9125
Si	1.2149	13.0069	26.6486
Si	-1.5116	15.7127	26.7117
Si	1.2104	7.5231	26.904
Si	3.8946	10.2843	26.6923
Si	6.6858	13.0511	26.928
Si	3.8855	15.7119	26.8995
Si	6.6271	7.5368	26.7299
Si	-0.1966	8.895	28.2075
Si	2.5389	11.6408	28.1088
Si	-0.163	14.3455	28.1107
Si	2.5507	17.0933	28.2331
Si	5.2658	8.9087	28.1203
Si	8.0021	11.6375	28.2441
Si	5.2756	14.3786	28.232
Si	-2.909	6.1595	28.1078
Si	1.1798	10.2639	29.5426
Si	3.9143	12.9984	29.5426
Si	1.1798	15.7329	29.5426
Si	3.9143	7.5294	29.5426
Si	6.6488	10.2639	29.5426
Si	-1.5547	12.9984	29.5426
Si	-4.2892	4.7949	29.5426
Si	-1.5547	7.5294	29.5426
Si	2.7345	9.5708	0.6813
Si	5.469	12.3052	0.6813
Si	2.7345	15.0397	0.6813
Si	5.469	6.8362	0.6813
Si	8.2035	9.5708	0.6813
Si	0	12.3052	0.6813
Si	8.2035	4.1018	0.6813
Si	10.938	6.8362	0.6813
Si	1.3673	8.2035	2.0485
Si	4.1018	10.938	2.0485
Si	1.3673	13.6725	2.0485
Si	4.1018	5.469	2.0485
Si	6.8362	8.2035	2.0485
Si	9.5708	10.938	2.0485
Si	6.8362	13.6725	2.0485
Si	9.5708	5.469	2.0485
Si	2.735	6.8439	3.4805
Si	5.4669	9.5519	3.4734
Si	2.7225	12.3017	3.3262
Si	5.4835	4.1164	3.3404
Si	8.2102	6.8487	3.3655
Si	0.01	9.5682	3.3832
Si	8.2086	12.2974	3.4704
Si	-0.0074	15.0362	3.4777
Si	4.1077	8.1991	4.91
Si	6.8636	10.8894	4.8669
Si	4.0987	13.6633	4.5971
Si	6.8486	5.4704	4.674
Si	-1.343	8.1764	4.7179
Si	1.3839	10.9634	4.6899
Si	9.5684	13.6552	4.8874
Si	1.3549	5.4855	4.8759
Si	5.4003	12.3414	6.0333
Si	2.7843	4.0216	6.0622
Si	4.575	4.8611	7.333
Si	-2.6513	9.4725	6.1897
Si	0.0355	12.2191	6.1769
Si	8.1343	4.1425	6.1163
Si	-0.0539	6.8822	6.2284
Si	2.688	9.6613	6.1638
Si	1.8516	2.2711	7.3252
Si	5.5213	6.7318	6.191
Si	7.4128	7.5922	7.359
Si	-0.8769	10.4164	7.4615
Si	6.2831	14.1249	7.2542
Si	-1.8179	5.8553	7.4582
Si	3.6152	11.5279	7.3288
Si	0.8596	8.7584	7.3758
Si	1.2423	8.9737	14.7645
Si	-1.9613	8.2394	21.4615
Si	-1.2752	11.5038	18.4799
Si	-0.3783	6.8063	16.2881
Si	-2.4509	5.6993	19.8711
Si	5.5237	7.8607	17.0384
Si	1.7285	8.3971	9.4917
Si	4.9695	11.5446	19.5189
Si	9.2171	4.9921	9.7117
Si	0.5999	13.6934	10.1635
Si	2.5224	5.9039	12.7683
Si	3.1399	9.3042	18.6346
Si	-0.5702	12.5646	21.3414
Si	4.4682	7.4342	22.1059
Si	6.3554	4.9973	21.9937
Si	4.1174	8.2028	14.3013
Si	9.4478	11.5439	9.4675
Si	1.268	10.8548	16.8552
Si	1.4347	14.9394	21.2138
Si	3.3345	12.4448	15.0872
Si	0.5589	9.91	22.0058
Si	0.34	8.0994	12.1423
Si	5.6052	13.2225	16.8268
Si	1.3964	3.1277	13.1356
Si	4.1487	10.4293	10.1709
Si	9.2296	13.4629	13.741
Si	4.9364	10.7578	12.9231
Si	6.6128	5.2323	17.3098
Si	6.2629	9.8855	21.5492
Si	4.2885	13.721	21.7606
Si	2.2582	7.9852	20.2858
Si	0.4747	5.7704	19.1258
Si	-2.7683	11.8326	16.0412
Si	6.2282	8.1327	10.2642
Si	8.4733	7.0471	12.0713
Si	-2.4948	9.1023	17.1965
Si	-2.5761	5.3385	14.7006
Si	3.7436	6.1018	10.0367
Si	7.2645	13.643	9.2833
Si	7.5133	11.9032	11.5972
O	-1.5519	7.3767	22.7951
O	6.1506	10.5266	20.0468
O	4.1516	11.4484	8.9094
O	-0.1731	2.9942	13.5326
O	3.3311	5.4015	11.4415
O	-1.236	8.0159	12.5238
O	-3.1981	4.9231	21.1039
O	9.1112	6.1171	10.8902
O	-2.2504	12.3719	17.4999
O	-2.2508	7.2888	20.18
O	-3.7145	5.549	15.8346
O	0.646	11.4966	21.6021
O	6.6119	12.8174	10.5562
O	4.9196	8.997	21.855
O	1.6119	2.7953	8.887
O	-4.2459	12.4853	15.848
O	-1.838	9.9494	18.451
O	5.3752	12.2603	18.123
O	6.0936	14.6497	17.4053
O	8.4782	10.9172	10.6682
O	2.8709	9.4509	9.9879
O	-0.1761	12.2469	10.1738
O	0.5167	10.2052	15.5538
O	-3.9454	8.4212	17.481
O	7.1468	7.9609	8.9452
O	8.552	12.8874	12.3821
O	4.163	4.9867	8.94
O	3.5754	10.7455	19.2745
O	0.3944	6.0172	17.5075
O	2.4445	6.9198	9.4652
O	0.9622	9.1973	13.1721
O	6.4151	11.0085	22.7249
O	0.9065	7.1923	19.8127
O	7.2002	7.9138	11.5498
O	-3.2227	5.4734	18.4711
O	2.4738	11.7907	16.3111
O	0.0877	14.0351	21.2655
O	0.2378	11.6268	17.8466
O	7.99	6.2345	13.3943
O	4.7958	9.1343	13.1379
O	1.4927	2.8748	11.5244
O	2.7194	13.9926	21.4345
O	7.8166	4.1448	9.865
O	4.3477	11.4577	14.2671
O	5.0175	7.0632	10.3027
O	-1.1272	5.7067	15.3501
O	-1.4519	7.908	16.8281
O	4.7513	12.5368	20.7668
O	5.5706	9.6193	10.2037
O	3.5474	6.8034	13.672
O	2.2949	13.021	13.9892
O	5.1898	15.018	21.289
O	1.1686	6.7086	12.3434
O	5.2608	7.9442	15.4293
O	5.8385	6.5573	21.9138
O	2.0043	4.584	13.5577
O	6.5155	11.1486	12.6489
O	-0.7902	9.3495	21.2337
O	-0.4298	4.0276	10.0348
O	0.71	7.5393	15.3253
O	1.8604	9.572	17.6618
O	-1.6729	12.5848	22.5516
O	8.3508	3.7895	14.2419
O	-3.3524	8.9959	21.7237
O	1.335	5.0851	22.4545
O	-1.3379	12.1595	19.9566
O	-0.9389	5.1595	19.6525
O	2.8605	9.0016	14.9783
O	3.3817	6.9869	20.9482
O	8.5751	12.7666	8.7643
O	1.5543	15.6214	19.7153
O	4.4029	8.7289	17.8002
O	-1.7545	12.3042	14.8715
O	4.0528	11.1989	11.61
O	5.3961	6.3012	17.5196
O	4.2903	13.5029	15.8921
O	1.8406	9.0681	21.4501
O	-2.7516	10.1941	15.9967
O	0.5006	8.5271	10.5787

Results
free energy: -126302.788 eV
free energy less fixed offsets of O -568.88, Si -635.61 eV per atom: -3.188 eV

Forces (eV/angstrom), in the order of the atoms: element, x, y, z
Si	0.0235	0.0173	0.0514
Si	0.0174	-0.0369	0.0683
Si	0.0092	-0.0284	-0.0075
Si	0.0097	0.013	0.0534
Si	0.0347	0.1099	-0.1505
Si	-0.0524	-0.0182	-0.0493
Si	0.0003	0.0611	0.0415
Si	-0.0162	0.0738	-0.0854
Si	-0.0236	0.0338	-0.0389
Si	-0.0532	0.0662	0.0063
Si	0.0654	-0.0477	0.0117
Si	0.0273	0.0223	-0.0471
Si	-0.0008	-0.0325	0.0155
Si	0.0864	-0.0324	-0.0039
Si	-0.0104	-0.0164	-0.0974
Si	-0.0363	-0.0809	0.0722
Si	0.0299	-0.0541	-0.0872
Si	0.0151	-0.0169	0.035
Si	-0.0363	0.0242	0.0186
Si	-0.0558	0.0189	-0.0172
Si	-0.0226	-0.0085	0.0361
Si	-0.027	-0.0109	-0.0211
Si	-0.0151	-0.0551	-0.0142
Si	0.0719	0.0452	0.0143
Si	0.0063	0	0.055
Si	-0.0016	0.0005	0.0078
Si	0.0074	-0.0063	-0.0236
Si	-0.0052	0.0014	0.0625
Si	-0.006	0.0094	-0.0181
Si	-0.0002	0.062	0.0483
Si	-0.0114	0.002	0.0533
Si	0.0079	-0.0118	0.0198
Si	0.0591	0.2131	-0.1581
Si	-0.1219	-0.2302	-0.0449
Si	-0.1967	-0.2465	0.0505
Si	0.164	0.1815	0.0628
Si	-0.3398	-0.1918	0.1173
Si	0.3139	0.1556	0.0457
Si	0.1765	0.2994	-0.0231
Si	-0.126	-0.2115	-0.0621
Si	0.1495	-0.0408	-0.0039
Si	0.0155	-0.1347	0.0008
Si	-0.1821	-0.0022	-0.0048
Si	-0.0156	0.1098	-0.0266
Si	-0.1677	-0.0109	0.0157
Si	0.0057	0.1803	-0.0296
Si	0.2195	0.0285	-0.0065
Si	0.008	-0.1671	-0.0001
Si	0.2216	-0.1191	0.0056
Si	0.2397	-0.3373	-0.0725
Si	-0.3431	0.3232	-0.1378
Si	-0.2281	0.2923	-0.0858
Si	-0.1816	0.1979	-0.0356
Si	-0.1005	0.0696	0.0308
Si	0.2559	-0.2496	-0.1117
Si	0.136	-0.2133	0.0338
Si	0.0032	0.0145	-0.0305
Si	-0.01	0.0077	0.0069
Si	0.0119	-0.0228	0.0106
Si	-0.0107	-0.0083	-0.021
Si	0.0358	-0.0165	-0.0135
Si	-0.01	0.0109	-0.041
Si	-0.0262	-0.016	-0.0142
Si	0.0074	0.0142	0.0077
Si	0.0006	-0.0615	-0.0008
Si	0.0281	0.0439	0.0074
Si	0.0242	0.0673	0.0379
Si	-0.0835	0.0356	0.0395
Si	0.0077	0.0532	-0.0205
Si	-0.0222	-0.0199	0.0247
Si	0.0166	-0.0603	-0.0465
Si	0.0138	0.0288	0.0425
Si	-0.021	-0.0618	-0.0001
Si	-0.0459	-0.0234	-0.0475
Si	0.0475	-0.0302	-0.0199
Si	-0.05	-0.0553	-0.0204
Si	-0.0088	-0.0059	0.0077
Si	0.0279	0.0764	0.1084
Si	0.0339	-0.0812	-0.033
Si	0.0067	0.0388	0.0254
Si	0.0937	0.0007	0.0699
Si	0.0378	0.021	-0.0122
Si	-0.0245	-0.008	0.0011
Si	-0.058	0.0851	0.0366
Si	-0.0919	0.0388	-0.0578
Si	-0.0176	-0.0542	-0.0026
Si	-0.043	0.05	0.0163
Si	0.0906	-0.027	-0.0414
Si	-0.0165	-0.0141	0.002
Si	0.0158	0.025	0.0113
Si	-0.0091	-0.0008	-0.0443
Si	-0.0095	-0.0083	-0.0118
Si	0.0021	-0.005	-0.0408
Si	-0.0097	0.0036	-0.024
Si	-0.0139	-0.0015	0.0333
Si	-0.0285	0.003	-0.0395
Si	0.0094	-0.0201	0.054
Si	0.0324	0.0416	-0.0693
Si	-0.0419	0.0062	0.0648
Si	-0.0293	0.0238	-0.0312
Si	-0.09	0.0475	0.0322
Si	-0.0147	0.0847	0.0068
Si	-0.0292	0.0482	-0.0171
Si	-0.0043	0.0008	0.0245
Si	-0.0506	0.0618	0.0121
Si	0.0061	-0.0164	-0.0117
Si	-0.0737	0.0321	0.0183
Si	-0.0024	0.0051	-0.0105
Si	0.0678	-0.0735	-0.095
Si	-0.0196	-0.0471	0.0371
Si	0.0211	0.0003	-0.0329
Si	-0.0083	0.0099	0.0376
Si	-0.0112	0.0427	-0.0199
Si	-0.0105	0.001	0.0037
Si	0.02	-0.0053	0.0349
Si	-0.0008	-0.0079	-0.0269
Si	-0.0049	0.064	0.0994
Si	0.0011	0.0131	-0.0428
Si	-0.0246	0.0389	0.0122
Si	0.0005	0.0397	-0.0227
Si	-0.0032	0.0025	-0.0263
Si	0.0481	-0.0153	0.019
Si	0.0394	-0.0124	-0.0133
Si	0.0099	-0.0079	-0.0439
Si	0.0055	0.0053	-0.0046
Si	0.0198	-0.003	-0.0041
Si	0.1374	0.0085	0.1011
Si	0.0062	0.0094	-0.0038
O	-0.0104	-0.0147	0.0227
O	0.0134	-0.0243	0.0333
O	0.0038	-0.0125	0.0072
O	0.0072	-0.0036	-0.0072
O	0.0037	-0.0006	-0.0271
O	0.0296	0.0009	-0.0104
O	0.001	0.0033	0.0238
O	0.0065	-0.0163	-0.0161
O	0.0024	0	0.0269
O	-0.008	0.0102	0.0199
O	0.0015	0.0025	0.0019
O	0.0031	0.0003	0.0196
O	-0.0099	0.0078	-0.0081
O	0.0049	-0.0549	0.0027
O	-0.0388	-0.0288	0.0288
O	-0.0025	-0.0057	0.0181
O	0.0024	0.0092	0.0253
O	-0.0082	-0.003	0.0313
O	-0.0041	-0.0065	0.0224
O	-0.01	-0.027	-0.0005
O	0.0165	-0.0034	-0.0011
O	0.0047	0.0039	-0.0272
O	0.0123	-0.0037	0.0016
O	0.0016	0.0037	0.0199
O	-0.0144	0.0135	-0.0189
O	0.0098	0.0134	0.0021
O	-0.0071	0.0184	0.036
O	0.0237	-0.0002	0.0327
O	-0.0002	0.0055	0.0122
O	0.0133	0.003	-0.0037
O	0.0024	-0.0116	-0.004
O	0.0232	-0.1449	0.0296
O	-0.0387	-0.0409	0.0046
O	-0.0252	0.0147	-0.019
O	-0.001	0.0039	0.0345
O	-0.0002	0.0091	0.0138
O	0.0249	-0.0406	-0.0099
O	0.0019	0.0028	0.0244
O	0.0044	0.0009	-0.006
O	-0.0019	0.0059	-0.0118
O	-0.0147	0.0029	-0.0156
O	0.0132	-0.0056	0.0188
O	-0.0659	-0.0564	-0.0525
O	0.0002	0.0024	-0.0067
O	-0.0244	-0.0097	-0.0132
O	0.0018	0.0014	0.0021
O	-0.0075	0.0118	0.0183
O	-0.0149	0.0061	0.0342
O	-0.012	-0.0021	0.006
O	-0.0091	0.0079	-0.0182
O	0.0082	-0.0045	-0.0006
O	-0.0033	-0.001	0.0076
O	0.0217	0.0303	-0.0098
O	-0.0048	0.006	0.0024
O	0.0417	-0.0561	-0.0112
O	0.01	0.0183	-0.0282
O	-0.0022	-0.0031	-0.0082
O	-0.0007	-0.0131	0.0449
O	-0.007	0.0061	0.002
O	0.0016	0.0107	-0.0018
O	0.0021	-0.0045	0.0168
O	0.0718	0.0158	-0.0061
O	0.005	0.0037	-0.0082
O	-0.0148	0.0157	-0.0046
O	-0.013	-0.0829	-0.0926
O	0.0344	0.0311	0.0674
O	0.0026	-0.001	0.0262
O	0.0028	-0.0026	-0.0061
O	0.0481	0.0097	0.0141
O	0.0309	-0.0451	-0.0068
O	0.0099	-0.0232	0.0397
O	0.0279	-0.0126	0.0186
O	-0.0009	-0.0067	0.0108
O	-0.0109	-0.0059	-0.0092
O	0.0006	0.01	0.0151
O	-0.006	-0.0074	0.0122
O	-0.0729	0.0453	0.0414
O	-0.0026	0.0014	0.0164
O	0.0175	-0.0002	-0.0152

The program warned: the cutoff lies below the one the program advises for these potential files; the forces do not sum to zero within the program's tolerance; the exchange-correlation potential is rough where the density is thin.
